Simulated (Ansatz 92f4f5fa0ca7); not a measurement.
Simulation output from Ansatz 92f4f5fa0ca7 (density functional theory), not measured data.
Periodic cell of 237 atoms, Si146O90B1, from a study of silicon, its oxide and their interface. The atomic structure is a simulated model.
Doubt: the cutoff is far below the 930 eV that the study's wrapper takes by default for these files, so forces and energies are approximate.
This geometry differs little from another in the collection (a relaxation step or a small displacement).

Settings: functional PBE; potential files Ansatz PAW; basis plane waves; wave-function cutoff 580 eV; density cutoff ratio 5; exchange-correlation grid ratio 1; k mesh 1 x 1 x 1, Gamma-centred; self-consistency stop 5e-08 eV per atom in the density residual; occupations fixed; spin none; net charge -1 e, with a uniform compensating background and no finite-size correction.

Cell vectors (angstrom)
a, 11.6015, 0, 0
b, 0, 10.938, 0
c, 0, 0, 32.0622

Atoms: element, x, y, z (angstrom)
Si, -0.1969, -0.0691, 23.2973
Si, 3.6673, 0.2041, 23.1228
Si, 7.5474, -0.138, 23.4697
Si, 1.6829, 1.3762, 23.439
Si, 5.7318, 1.4065, 23.2193
Si, 9.4396, 1.2228, 23.378
Si, 0.1564, 5.3174, 23.4841
Si, 4.1205, 5.2868, 23.4195
Si, 8.03, 5.6, 23.5798
Si, 2.1604, 6.58, 23.393
Si, 5.9651, 6.7619, 23.506
Si, 10.0011, 6.867, 23.6343
Si, 1.9002, 2.6605, 25.4093
Si, 5.8318, 2.6483, 25.2928
Si, 9.6297, 2.679, 25.2821
Si, 11.5949, 4.0051, 25.408
Si, 3.8932, 3.9667, 25.35
Si, 7.7428, 4.0866, 25.3778
Si, 1.9733, 8.1519, 25.2114
Si, 5.7732, 8.1679, 25.3869
Si, 9.7082, 8.2639, 25.4676
Si, 11.6366, 9.5624, 25.2891
Si, 3.8651, 9.5927, 25.0918
Si, 7.6877, 9.5238, 25.4354
Si, 11.6463, -0.0179, 27.2417
Si, 3.9008, -0.052, 27.1462
Si, 7.7567, -0.0226, 27.3235
Si, 1.9805, 1.3124, 27.315
Si, 5.8289, 1.3234, 27.2551
Si, 9.6931, 1.3303, 27.2357
Si, 11.5878, 5.4702, 27.2619
Si, 3.8458, 5.4181, 27.2442
Si, 7.7109, 5.4601, 27.3004
Si, 1.9361, 6.8215, 27.1959
Si, 5.7581, 6.7984, 27.2993
Si, 9.6511, 6.8185, 27.327
Si, 1.9412, 2.7263, 29.2167
Si, 5.7945, 2.717, 29.1977
Si, 9.6774, 2.7302, 29.17
Si, 0.0093, 4.1064, 29.1953
Si, 3.8666, 4.0915, 29.2042
Si, 7.7291, 4.0874, 29.2193
Si, 1.946, 8.1794, 29.1512
Si, 5.793, 8.1797, 29.2139
Si, 9.6626, 8.1839, 29.2545
Si, 0.0042, 9.5443, 29.1834
Si, 3.8733, 9.5578, 29.1336
Si, 7.7312, 9.5448, 29.2394
Si, -0.0014, 0.0048, 31.1127
Si, 3.8685, 0.0062, 31.0854
Si, 7.7168, 0.0083, 31.1427
Si, 1.9323, 1.3694, 31.1454
Si, 5.7923, 1.3835, 31.1627
Si, 9.6598, 1.3635, 31.1132
Si, 0.0065, 5.4916, 31.1271
Si, 3.8837, 5.4493, 31.1516
Si, 7.7216, 5.4405, 31.1737
Si, 1.9581, 6.8423, 31.1166
Si, 5.8019, 6.8281, 31.1476
Si, 9.6526, 6.8295, 31.1933
Si, 1.9331, 2.7639, 1.0092
Si, 5.7948, 2.5834, 1.1725
Si, 9.6603, 2.7474, 0.9867
Si, -0.0134, 4.1135, 0.9762
Si, 3.9118, 4.0599, 1.0208
Si, 7.6894, 4.0533, 1.0385
Si, 1.9493, 8.2501, 0.9756
Si, 5.794, 8.2469, 0.9813
Si, 9.6398, 8.2576, 1.0396
Si, -0.0058, 9.5925, 0.9999
Si, 3.8785, 9.6444, 1.0123
Si, 7.7096, 9.6376, 1.0492
Si, 11.6074, 0.0548, 2.9208
Si, 4.0641, 0.2021, 2.8986
Si, 7.5256, 0.2024, 2.8984
Si, 1.9851, 1.3949, 2.9296
B, 5.8064, 1.3602, 2.8347
Si, 9.6028, 1.3761, 2.9173
Si, 11.5625, 5.5227, 2.8746
Si, 3.8739, 5.4935, 2.9174
Si, 7.7306, 5.5044, 2.928
Si, 1.9174, 6.8322, 2.8662
Si, 5.8068, 6.8654, 2.8944
Si, 9.6468, 6.9042, 2.9771
Si, 1.9075, 2.8423, 4.8083
Si, 5.8086, 2.5522, 4.515
Si, 9.5856, 2.8041, 4.8132
Si, 11.5311, 4.1374, 4.773
Si, 3.9559, 4.0348, 4.7849
Si, 7.6486, 4.1314, 4.8466
Si, 1.9141, 8.2004, 4.7773
Si, 5.8099, 8.2915, 4.7794
Si, 9.6372, 8.3665, 4.8797
Si, 11.6304, 9.6668, 4.875
Si, 3.8449, 9.5582, 4.717
Si, 7.7016, 9.7449, 4.8347
Si, 11.5909, 0.2397, 6.765
Si, 3.7581, -0.0529, 6.6274
Si, 7.6939, 0.0686, 6.8871
Si, 2.0496, 1.504, 6.7351
Si, 5.7038, 1.2859, 6.5359
Si, 9.6376, 1.5312, 6.8117
Si, 11.523, 5.5324, 6.663
Si, 3.9941, 5.4081, 6.7282
Si, 7.7111, 5.6396, 6.7727
Si, 1.9971, 6.6477, 6.5929
Si, 5.8068, 6.9767, 6.713
Si, 9.7219, 7.0478, 6.8579
O, 9.953, 7.9759, 8.2625
O, 7.64, 9.9508, 8.2117
O, 7.3946, 4.7514, 8.1554
O, 3.3754, 10.3241, 8.1791
O, 2.1109, 7.485, 8.0171
O, 3.9856, 4.6049, 8.2188
O, 9.7898, 2.4824, 8.1925
O, 2.6272, 2.3322, 8.1029
O, 11.3971, 4.6268, 8.0579
O, 5.3643, 2.4401, 7.6886
O, 5.8243, 7.9535, 8.0809
O, 11.3262, 10.3062, 8.1472
O, 11.2836, 10.0729, 21.8166
O, 3.2318, 10.729, 21.534
O, 5.7823, 7.7529, 22.1726
O, 4.2181, 4.45, 21.9568
O, 7.672, 9.6852, 22.2042
O, 10.2893, 7.6701, 22.2055
O, 1.6081, 2.4011, 22.1286
O, 5.9429, 2.4388, 21.9025
O, 8.4426, 4.7016, 22.2354
O, -0.0755, 4.4574, 22.0543
O, 2.3581, 7.3512, 21.9376
O, 9.1264, 1.8654, 21.8707
Si, 1.92, 7.7465, 9.5815
Si, 5.049, 0.5728, 17.6928
Si, 2.4983, 5.4252, 14.0022
Si, 10.564, 3.8647, 14.04
Si, 8.2763, 2.385, 15.2458
Si, 9.5485, 2.2462, 20.3522
Si, 10.5172, 3.6826, 9.0403
Si, 0.0263, 2.3285, 11.533
Si, 11.039, 8.1335, 15.3823
Si, 5.171, 6.9404, 13.9765
Si, 5.7759, 2.6102, 11.0697
Si, 8.5825, 7.6674, 19.4059
Si, 8.1169, 4.8473, 20.6529
Si, 5.9431, 9.5913, 15.1983
Si, 2.1088, 7.6266, 20.3606
Si, 1.926, 4.8897, 18.7977
Si, 4.5014, 3.4376, 18.0221
Si, 8.5252, 8.9252, 16.8269
Si, 0.8279, 9.4945, 13.2778
Si, 9.9163, 10.6546, 11.6902
Si, 5.3518, 3.7053, 21.0355
Si, 0.6098, 5.5073, 16.2489
Si, 10.7714, 9.1275, 9.1053
Si, 6.5638, 8.8863, 21.3065
Si, 7.119, 7.1095, 11.4669
Si, 2.671, 0.7409, 12.1813
Si, 10.8821, 8.6698, 21.0712
Si, 6.024, 4.3205, 15.6143
Si, 7.0944, 0.4906, 12.9517
Si, 4.0774, 2.9926, 8.5239
Si, 0.8743, 6.7466, 11.885
Si, 6.5653, 9.0395, 9.0537
Si, 0.6626, 3.2953, 21.164
Si, 9.795, 6.515, 12.8864
Si, 7.7291, 4.5471, 9.7268
Si, 3.9796, 10.0719, 20.229
Si, 4.2671, 3.0412, 13.4811
Si, 3.8415, 10.0011, 9.7093
Si, 8.0675, 0.7823, 18.0299
O, 11.4916, 3.2328, 12.875
O, 9.3535, 4.5017, 9.8626
O, 8.7982, 3.6057, 19.8751
O, 4.0477, -0.0693, 18.8112
O, 11.3449, 4.5229, 15.3019
O, 9.8716, 9.7765, 10.3122
O, 3.7637, 1.5369, 13.1055
O, 0.6572, 9.0692, 14.8459
O, 6.4862, 0.9682, 18.3868
O, 4.7769, 3.1681, 19.6119
O, 6.2581, 1.1774, 11.7228
O, 0.5192, 8.5531, 9.8109
O, 5.6308, 4.315, 17.2098
O, 8.4377, 7.2058, 12.3945
O, 4.4605, 2.6172, 10.0797
O, 2.1008, 5.6065, 15.5729
O, 3.3641, 0.0751, 10.8803
O, 5.8887, 7.2223, 12.5357
O, 2.3086, 6.3545, 19.3782
O, 0.6613, 4.9375, 17.7709
O, 8.4226, 10.693, 12.3485
O, 5.4611, 10.0427, 9.7044
O, 0.5829, 8.161, 20.2347
O, 9.7704, 2.6119, 14.688
O, 2.0037, 10.5996, 13.1983
O, 9.9723, 9.0939, 16.1233
O, 6.1665, 10.3581, 13.7715
O, 7.4727, 1.6016, 14.0788
O, 1.6386, 3.927, 20.052
O, 5.9003, 5.7885, 14.9024
O, 7.3653, 8.9535, 15.6965
O, 1.5038, 1.6848, 11.5883
O, 7.2068, 8.2878, 10.3514
O, 4.3371, 1.983, 17.2855
O, 7.0779, 3.159, 10.2711
O, 11.5831, 7.0008, 16.4058
O, 8.3081, 10.1432, 17.8472
O, 3.2338, 8.5428, 10.1111
O, 7.5726, 3.8315, 15.5087
O, 3.1385, 4.2911, 17.9151
O, 2.9135, 3.9094, 13.6312
O, 1.3191, 8.2178, 12.416
O, 1.1956, 5.7088, 13.0855
O, 5.002, 8.3058, 14.8608
O, 11.1694, 2.4022, 20.3435
O, 10.9777, 10.0143, 12.7488
O, 5.2981, 3.5668, 12.3191
O, 5.0723, 3.202, 14.8862
O, 6.4861, 4.8048, 20.5796
O, 8.3904, 1.5571, 16.6383
O, 10.4104, 1.2455, 11.4195
O, 10.869, 6.6067, 11.6567
O, 3.2259, 8.6884, 19.8556
O, 1.7296, 6.418, 10.5325
O, 7.1659, 8.1972, 19.9797
O, 8.5028, 7.5866, 17.7714
O, 3.6718, 6.4564, 13.6089
O, 9.5625, 4.9713, 13.3648
O, 5.5098, 9.9723, 20.7542
O, 10.319, 7.3843, 14.1436
O, 8.7812, 6.1622, 19.9785
O, 7.076, 5.7018, 10.6635
O, 5.2825, 10.5423, 16.3756
O, 9.0651, 1.1628, 19.2486
O, 11.5778, 3.1867, 10.1621
O, 9.7413, 8.7071, 19.9046

Results
free energy: -144146.988 eV
free energy less fixed offsets of B -154.04, O -568.88, Si -635.61 eV per atom: 5.312 eV

Forces (eV/angstrom), in the order of the atoms: element, x, y, z
Si, 0.0006, -0.0037, -0.0014
Si, -0.0006, -0.0008, -0.0031
Si, 0.0003, -0.0032, -0.0012
Si, -0.0018, 0.0031, -0.0008
Si, 0.0003, 0.0021, -0.0012
Si, -0.0009, 0.0025, -0.0031
Si, 0.0008, -0.0007, -0.0014
Si, 0.0001, -0.0005, -0.0008
Si, 0.0001, -0.0011, -0.0005
Si, 0.0002, 0.0005, -0.0017
Si, -0.0002, 0.0011, -0.0008
Si, -0.0002, 0.0015, -0.0015
Si, 0.0001, 0.0011, 0.0013
Si, -0.0008, 0.0024, 0.0013
Si, 0.0001, 0.0013, 0.0011
Si, -0.0007, -0.0011, -0.0008
Si, 0.0002, -0.0017, -0.0001
Si, 0.0005, -0.0023, -0.0012
Si, -0.0003, 0.0013, -0.0003
Si, 0.0002, 0.001, -0.0014
Si, 0.0004, 0.0016, -0.0008
Si, 0, -0.001, 0.001
Si, 0, -0.0016, 0.0017
Si, -0.0008, -0.0017, 0.0008
Si, 0.0001, 0.0002, -0.0003
Si, -0.0007, 0.0004, 0
Si, 0.0004, 0.0015, -0.001
Si, -0.0003, -0.0007, -0.0005
Si, 0.0003, -0.0028, 0.0004
Si, -0.0005, -0.0006, 0.0006
Si, 0, -0.0006, 0.0003
Si, 0.0004, -0.0002, -0.0001
Si, -0.0006, 0.0005, 0.0001
Si, 0.0002, 0.0006, -0.0004
Si, -0.0008, 0.0001, -0.0008
Si, 0.0004, -0.0009, -0.0013
Si, 0.002, 0.0007, 0.0009
Si, 0.0001, 0.0038, -0.0011
Si, 0.0002, 0.0005, -0.0005
Si, -0.001, -0.0005, 0.0006
Si, -0.0021, -0.0012, 0.0011
Si, 0.0003, -0.0011, 0.0019
Si, -0.0006, -0.0002, -0.0002
Si, -0.0014, -0.0002, 0.0021
Si, -0.0009, 0.0006, 0.0018
Si, 0.0005, 0, -0.0004
Si, 0.0017, -0.001, -0.0029
Si, 0.0001, -0.0005, -0.0001
Si, 0.0001, 0, 0.0013
Si, -0.0009, 0.0017, 0.003
Si, 0.0009, 0.0004, 0.0022
Si, -0.0006, -0.0001, -0.002
Si, 0.0002, -0.005, 0.0015
Si, -0.0002, -0.0001, -0.0003
Si, 0.0001, -0.0001, -0.0011
Si, 0.0025, 0.0008, -0.0031
Si, -0.0027, 0, -0.0024
Si, -0.0005, -0.001, 0.0012
Si, -0.0001, 0.0008, 0.0002
Si, 0.0005, -0.0011, 0
Si, 0.004, -0.0028, 0.0004
Si, -0.0008, 0.0253, -0.0356
Si, -0.0027, -0.0027, -0.0007
Si, -0.0016, 0.0019, 0.0007
Si, -0.003, -0.0008, 0.0045
Si, 0.0035, 0.0002, 0.0047
Si, -0.0016, 0.0004, 0.0003
Si, 0.0006, -0.0006, 0.0019
Si, 0.0009, 0.0008, 0.0023
Si, -0.0002, 0.0007, -0.001
Si, 0.0033, 0.0034, 0.0012
Si, -0.0033, 0.0027, 0
Si, -0.0002, -0.005, -0.0015
Si, -0.0028, -0.0163, -0.0084
Si, -0.007, -0.012, -0.0054
Si, -0.0061, 0.0104, 0.001
B, 0.0096, -0.0222, 0.0308
Si, 0.0066, 0.0104, 0.0021
Si, 0.0002, -0.0029, 0.001
Si, 0.0035, -0.0046, 0.0023
Si, -0.0028, -0.0049, 0.0012
Si, -0.0003, 0.0028, 0.0006
Si, 0.0005, 0.003, -0.0011
Si, -0.0009, 0.0029, -0.0005
Si, -0.0006, -0.0036, -0.0001
Si, 0.0044, 0.0043, 0.0172
Si, -0.0022, -0.0042, 0.0003
Si, 0.0011, 0.0034, -0.0001
Si, -0.0041, 0.0062, -0.0077
Si, 0, 0.0033, -0.0046
Si, -0.0005, 0.0003, -0.0032
Si, 0.0001, 0.0016, -0.004
Si, 0.0015, 0.0003, -0.0026
Si, -0.0015, 0.0004, 0.0033
Si, 0.0029, 0.0007, 0.0038
Si, -0.0026, 0.0008, 0.0008
Si, 0.0011, -0.002, 0.0007
Si, 0.0042, -0.0005, 0.0011
Si, 0.0001, 0.0007, 0.0013
Si, -0.004, -0.0007, 0.0029
Si, -0.002, -0.0028, -0.0009
Si, 0.0004, 0.0016, 0.0002
Si, -0.0006, -0.0066, -0.0003
Si, 0.0036, -0.0058, 0.0042
Si, -0.0001, -0.007, 0.0017
Si, -0.0038, 0.0058, 0.0029
Si, 0.0005, 0.0053, 0.0028
Si, 0.001, 0.0066, 0.0017
O, -0.0018, -0.0037, -0.0026
O, 0.0001, 0.001, -0.0019
O, -0.0005, 0.0034, -0.0042
O, -0.0003, 0.0007, -0.0032
O, 0.0016, -0.0035, -0.0047
O, -0.0007, 0.0048, -0.0031
O, -0.0002, -0.0008, -0.0008
O, 0.0004, 0.0001, -0.0018
O, 0.0013, 0.0034, -0.0022
O, 0.0028, -0.0012, -0.0064
O, -0.0011, -0.0036, -0.0024
O, 0.0004, 0.0007, -0.0008
O, -0.0001, 0.0025, 0.002
O, -0.0002, 0.0016, 0.0035
O, 0.0002, -0.0007, 0.0002
O, -0.0006, 0.0002, 0.001
O, 0.0004, 0.0023, 0.0013
O, -0.001, -0.0002, 0.0011
O, 0.0013, -0.0022, 0.0009
O, 0.0001, -0.0027, 0.0022
O, -0.0004, 0.0006, 0.0017
O, 0, 0.0015, 0.0013
O, -0.0001, -0.0008, 0.0018
O, 0, -0.0019, 0.0022
Si, -0.0004, 0.0001, 0.0056
Si, 0.0011, 0.0004, -0.0005
Si, 0.0002, -0.002, 0.0009
Si, -0.0001, -0.0001, 0.0004
Si, -0.0003, 0.0004, 0
Si, -0.0001, 0.0002, -0.0025
Si, -0.0003, -0.0017, 0.0037
Si, 0.0004, -0.0003, 0.0014
Si, 0, -0.0009, 0.0006
Si, -0.0007, 0.0002, 0.0011
Si, 0.001, -0.001, 0.0027
Si, -0.0001, -0.0003, -0.0011
Si, 0.0004, 0.0005, -0.0008
Si, 0.0002, 0.0002, 0.0001
Si, -0.001, 0.0006, -0.0011
Si, -0.0001, 0.0001, -0.0006
Si, 0.0003, 0.0002, -0.0011
Si, 0.0001, -0.0003, -0.0001
Si, 0.0001, 0.0003, 0.0005
Si, 0.0002, 0.001, 0.0015
Si, -0.0002, 0.0015, -0.0027
Si, -0.0001, 0.0007, -0.0007
Si, 0.0017, 0.0026, 0.0035
Si, -0.0006, -0.0013, -0.0008
Si, -0.0001, -0.0001, 0.0025
Si, -0.0006, 0.0006, 0.0005
Si, 0.0007, -0.0022, -0.0017
Si, -0.0001, -0.0003, -0.0003
Si, 0.0004, 0.0003, 0.0016
Si, -0.0003, -0.0023, 0.0035
Si, -0.0006, 0.0003, 0.0006
Si, 0, 0.0019, 0.0044
Si, -0.0012, 0.0007, -0.0015
Si, 0.0006, -0.0001, 0.0007
Si, 0.0003, -0.0006, 0.0042
Si, 0.0012, -0.0015, -0.0029
Si, -0.0004, 0.0025, 0.0018
Si, -0.0003, 0.0008, 0.0023
Si, -0.0007, 0, -0.0003
O, 0.0001, 0, -0.0006
O, 0.0002, 0.0001, -0.0013
O, -0.0002, -0.0004, 0.0004
O, -0.0009, -0.0011, 0.0018
O, 0, 0.0003, 0.0001
O, 0.0007, -0.0015, -0.002
O, 0, -0.0001, -0.0004
O, -0.0001, 0.0001, 0.0001
O, 0.0004, -0.0002, -0.0002
O, 0.0004, 0, 0.0019
O, -0.0007, 0.0011, -0.0011
O, -0.001, -0.0005, -0.0017
O, -0.0007, -0.0004, 0.0002
O, -0.0013, 0.0002, -0.0006
O, -0.001, 0.0007, -0.0027
O, 0, -0.0015, -0.004
O, 0.0007, -0.0011, -0.0015
O, 0.0007, 0.0001, -0.0009
O, -0.0001, 0.0012, 0.0007
O, 0.0004, 0.0001, -0.0002
O, 0.0005, -0.0001, -0.0002
O, 0.0002, -0.0009, -0.0012
O, 0.0007, -0.001, 0.0009
O, -0.0001, 0.0001, -0.0002
O, 0.0003, 0.0003, -0.0003
O, 0.0008, -0.0007, -0.0002
O, 0.0003, 0.0004, -0.0004
O, -0.0003, -0.0009, -0.0009
O, -0.0002, -0.0001, 0.0009
O, -0.0001, 0.0004, -0.0001
O, 0.0005, -0.0001, 0
O, 0, -0.0002, 0.0002
O, -0.0002, 0.0012, -0.0022
O, 0.0003, 0.0004, -0.0001
O, 0.0009, 0.0008, -0.001
O, 0.0003, -0.0002, -0.0008
O, 0.0002, 0.0002, -0.0003
O, -0.0001, -0.0001, -0.001
O, 0, 0.0001, 0
O, -0.0003, -0.0002, 0.0006
O, 0.0014, 0.0032, -0.0003
O, 0.0002, -0.0007, -0.0006
O, 0.002, 0.0001, 0.001
O, 0.0003, -0.0007, -0.0004
O, 0.0002, 0, 0.0006
O, -0.0005, 0.0003, -0.0004
O, -0.0002, -0.0014, 0.0001
O, -0.0021, 0.0003, -0.0027
O, -0.0006, -0.0006, 0.0002
O, 0, -0.0004, 0.0005
O, -0.0002, 0.0001, -0.0002
O, 0.0004, 0.0002, -0.0002
O, -0.0015, 0.0004, 0.0008
O, 0.0004, 0.0009, -0.0011
O, -0.0009, 0.0009, 0.0007
O, 0, 0.0004, 0.0004
O, -0.001, -0.0008, 0.0013
O, 0.0002, 0.0003, 0.0002
O, -0.0011, 0, 0.0007
O, -0.0002, 0.0004, 0.0006
O, -0.0006, -0.0005, 0.0002
O, 0.0006, -0.0008, -0.001
O, 0, 0.0002, 0
O, 0.0008, 0.0015, 0.0007
O, -0.0006, 0.001, -0.0018
O, 0.0009, 0.0004, 0.0012

The program warned: the cutoff lies below the one the program advises for these potential files; the exchange-correlation potential is rough where the density is thin.
